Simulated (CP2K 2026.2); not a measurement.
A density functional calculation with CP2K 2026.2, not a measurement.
Periodic cell of 516 atoms, Si360O156, from a study of silicon, its oxide and their interface. The atomic structure is a simulated model.
Doubt: the forces sum to 2.16 eV/angstrom along one axis rather than to zero, so they err by at least 0.0042 eV/angstrom per atom on average; the grid cutoff is modest.

Settings: functional PBE; method Gaussian and plane waves; basis set DZVP-MOLOPT-SR-GTH; pseudopotentials GTH-PBE; grid cutoff 300 Ry, relative cutoff 40 Ry; k points Gamma only; occupations fixed; spin none; net charge 0.

Cell vectors (angstrom)
a 16.32 0 0
b 0 16.32 0
c 1.3338 -2.0688 34.5723

Atoms and the computed forces on them: element, x, y, z (angstrom), force x, y, z (eV/angstrom)
Si -7.999 -5.637 -7.021 0.091 0.033 -0.163
Si 0.905 0.035 -2.459 -0.024 0.015 0.169
Si -2.19 3.249 0.044 0.031 0.01 0.004
Si -0.413 4.982 0.217 -0.297 -0.21 0.492
Si -4.471 7.599 -4.921 -0.063 -0.016 0.153
Si -2.835 -6.233 -3.985 0.015 -0.032 -0.033
Si 3.153 -1.923 -2.769 -0.057 -0.067 0.117
Si 5.148 0.532 -2.342 0.393 0.038 0.693
Si 3.15 3.278 0.138 0.016 0 -0.01
Si 5.234 5.629 -2.962 0.038 -0.049 0.118
Si 0.904 6.905 -1.73 0.048 -0.101 0.166
Si -10.09 -5.246 -2.809 -0.019 0.091 0.191
Si -8.285 -2.826 -2.794 -0.02 -0.02 0.097
Si -4.774 0.535 -2.484 -0.006 -0.06 0.041
Si -6.919 3.978 -4.788 0.041 -0.061 -0.009
Si -4.775 5.18 -2.934 0.145 -0.046 0.145
Si -9.111 8.065 -2.812 0.019 -0.006 0.246
Si -3.881 -3.971 -2.075 -0.049 0.079 0.224
Si -0.645 -0.624 0.082 -0.141 -0.125 0.695
Si 2.794 2.365 -1.97 -0.013 0.325 0.56
Si 1.835 3.505 -4.779 0.017 -0.091 0.128
Si 2.959 8.281 0.158 -0.107 0.006 0.643
Si 0.069 -5.261 0.147 -0.027 -0.168 0.693
Si 2.37 -3.173 -0.036 0.08 0.307 0.788
Si 5.961 0.56 -0.073 -0.055 0.034 -0.014
Si -8.604 2.22 0.003 -0.161 -0.157 0.599
Si 4.956 4.875 0.096 -0.238 -0.026 0.644
Si -7.823 8.531 -0.01 -0.097 -0.082 0.743
Si 5.106 10.562 0.032 0.121 0.055 0.706
Si -7.715 -2.184 0.228 0.279 0.197 0.622
Si -5.849 -0.577 0.237 -0.324 -0.098 0.615
Si -2.74 2.801 -2.212 0.011 0.212 0.723
Si -4.822 6.048 0.111 0.207 0.122 0.759
Si -3.151 7.819 0.223 -0.173 -0.255 0.573
Si -5.688 -5.484 0.064 0.184 -0.005 0.7
Si -2.37 -2.401 0.23 0.149 0.336 0.506
Si -1.379 1.335 1.26 -0.018 0.01 -0.011
Si 1.358 4.054 1.453 -0.034 -0.017 0.005
Si -1.424 6.748 1.431 -0.028 0.033 -0.064
Si 1.343 9.492 1.376 -0.001 0.023 -0.021
Si -1.339 -4.034 1.539 0.009 -0.006 -0.016
Si 1.286 -1.443 1.235 -0.012 -0.012 -0.075
Si 4.184 1.464 1.269 -0.044 -0.048 -0.015
Si 6.779 3.986 1.297 0.026 -0.011 -0.09
Si 4.139 6.708 1.399 0.012 -0.011 -0.023
Si 6.806 9.525 1.317 0 -0.011 -0.032
Si 3.993 12.159 1.35 -0.001 0.019 -0.069
Si -9.508 -1.187 1.334 -0.01 -0.046 -0.048
Si -6.834 1.302 1.297 0.015 -0.014 -0.102
Si -3.962 4.188 1.321 -0.018 0.021 -0.094
Si -6.702 6.896 1.285 0.025 -0.027 -0.104
Si -4.147 -6.739 1.399 -0.015 0.01 -0.054
Si -6.841 -4.004 1.454 -0.024 0.007 -0.036
Si -4.097 -1.435 1.523 0.043 0.013 -0.002
Si -2.772 0.083 2.735 0.071 -0.032 -0.033
Si 0.047 2.577 2.72 -0.061 0.033 -0.02
Si -2.716 5.434 2.863 -0.034 -0.003 0.005
Si -0.013 8.128 2.714 0.008 -0.021 0.035
Si -2.739 -5.445 2.767 -0.021 0.001 -0.006
Si 0.06 -2.701 2.829 0.045 0.019 0.017
Si 2.736 -0.003 2.513 -0.034 -0.013 -0.02
Si 5.467 2.719 2.793 -0.012 -0.049 -0.051
Si 2.679 5.479 2.787 0.005 -0.031 -0.026
Si 5.528 8.091 2.706 -0.013 0.035 0.016
Si 2.693 10.833 2.785 -0.011 0.009 0.011
Si 5.411 -2.683 2.577 0.005 -0.019 -0.009
Si -8.155 0.043 2.808 -0.003 -0.005 -0.015
Si -5.421 2.75 2.559 0.035 -0.011 0.008
Si -8.125 5.444 2.552 -0.022 0.044 -0.005
Si -5.478 8.229 2.796 0.035 -0.012 0.01
Si -8.245 -5.385 2.73 0.023 -0.038 0.01
Si -5.406 -2.809 2.87 -0.018 0.015 0.01
Si -1.368 -1.306 4.082 0.041 -0.004 -0.014
Si 1.428 1.276 4.05 0.025 -0.015 0.017
Si -1.31 4.012 4.088 0.016 -0.006 -0.029
Si 1.336 6.82 4.132 0.008 0.033 0.013
Si -1.36 9.5 4.083 -0.006 -0.008 0.004
Si 1.385 12.225 4.16 0 -0.014 -0.007
Si 4.062 -1.342 3.966 -0.025 -0.003 0.007
Si 6.811 1.382 4.156 0.031 0.007 0.036
Si 4.071 4.09 4.095 0.016 0.013 -0.006
Si -9.446 6.749 4.047 -0.011 0.001 0.015
Si 4.116 9.464 4.062 -0.009 0.005 -0.02
Si 6.732 -4.013 4.046 0.003 -0.013 0.013
Si -6.794 -1.367 4.118 -0.006 -0.006 0.015
Si -4.126 1.429 4.063 -0.046 -0.011 0.019
Si -6.785 4.091 3.963 0.018 0.009 0.008
Si -4.102 6.836 4.134 -0.011 0.026 0.015
Si -6.861 -6.745 4.111 -0.028 -0.007 -0.009
Si -4.059 -4.14 4.197 0.012 0.003 0.015
Si 0.027 -0.005 5.447 0.001 -0.002 0.004
Si 2.731 2.693 5.425 -0.012 -0.023 0.015
Si 0.007 5.41 5.458 -0.016 -0.013 0.006
Si 2.733 8.161 5.456 0.004 -0.014 0.009
Si -0.01 10.865 5.463 -0.022 -0.007 0
Si 2.76 -2.694 5.43 0.009 0.031 -0.01
Si 5.415 -0.017 5.414 -0.02 -0.045 0.007
Si -8.122 2.765 5.424 0.004 0.016 -0.001
Si -10.856 5.44 5.425 0.004 -0.001 0.002
Si 8.156 -8.169 5.443 0.018 -0.008 0.006
Si 5.428 -5.431 5.414 -0.008 0.003 -0.002
Si 8.131 -2.716 5.441 -0.001 0.018 0.013
Si -5.443 0.029 5.438 0.003 0.005 0.005
Si -2.722 2.721 5.445 -0.001 0.009 -0.001
Si -5.468 5.435 5.417 -0.005 -0.01 -0.005
Si -2.717 8.168 5.474 0.01 -0.007 0.009
Si -5.467 -5.459 5.507 0.005 -0.019 0.017
Si -2.701 -2.701 5.456 -0.003 0.019 0.01
Si -1.392 1.348 12.248 -0.001 0.013 -0.005
Si 1.35 4.065 12.25 0.002 -0.005 0.007
Si -1.376 6.787 12.255 0.006 0.02 0.007
Si 1.361 9.517 12.221 -0.011 -0.006 0.001
Si -1.371 -4.065 12.228 -0.01 0.01 -0.016
Si 1.351 -1.373 12.225 0.013 -0.013 -0.01
Si 4.09 1.373 12.253 -0.02 -0.003 0.005
Si -9.491 4.074 12.237 0.007 -0.004 -0.012
Si 4.093 6.806 12.216 0.007 -0.009 -0.005
Si 6.793 -6.814 12.224 -0.005 0.007 0.002
Si 4.069 -4.076 12.218 -0.01 0.014 -0.005
Si 6.811 -1.362 12.246 0 0.001 0.012
Si -6.776 1.384 12.248 -0.002 -0.005 -0.006
Si -4.081 4.068 12.247 -0.007 -0.007 -0.003
Si -6.808 6.786 12.249 -0.007 0.006 0
Si -4.079 9.516 12.253 0.014 -0.004 0.003
Si -6.789 -4.063 12.247 0.005 0.001 0.007
Si -4.067 -1.33 12.247 -0.001 -0.012 -0.004
Si -2.737 0.016 13.663 -0.004 0.003 0.012
Si -0.046 2.706 13.6 -0.007 -0.019 -0.004
Si -2.744 5.419 13.622 0.009 -0.011 -0.008
Si -0.004 8.168 13.579 0.002 -0.007 -0.006
Si -2.722 -5.415 13.596 0.006 0.011 0.007
Si -0.016 -2.715 13.599 0.008 0.004 0.008
Si 2.7 -0.003 13.569 0.004 -0.006 -0.008
Si 5.482 2.725 13.61 0.006 -0.011 -0.009
Si 2.738 5.446 13.563 -0.012 0.01 -0.005
Si 5.449 8.145 13.602 -0.005 0.007 0.009
Si 2.713 10.888 13.577 0.013 0.015 -0.007
Si 5.427 -2.73 13.582 -0.014 -0.013 -0.007
Si -8.135 0.016 13.586 0.009 -0.013 -0.013
Si -5.415 2.725 13.642 0.011 0.004 -0.002
Si -8.136 5.408 13.627 -0.01 -0.015 0.003
Si -5.447 8.142 13.602 0.011 0.006 0.009
Si -8.163 -5.452 13.563 -0.002 -0.007 0
Si -5.419 -2.685 13.601 0.008 -0.002 0.001
Si -1.35 -1.354 14.996 0 0.003 0.017
Si 1.296 1.311 14.924 -0.017 0.005 0.003
Si -1.399 4.051 14.993 0.01 0.007 -0.004
Si 1.362 6.793 14.906 -0.008 0.011 -0.022
Si -1.354 -6.776 14.936 0.038 0.006 -0.001
Si 1.332 -4.096 14.943 -0.002 -0.021 0.004
Si 4.07 -1.343 14.92 0.018 -0.013 0
Si -9.471 1.353 14.974 -0.024 0.005 0.014
Si 4.115 4.113 14.926 -0.002 -0.006 0.009
Si -9.507 6.767 14.962 0.008 0.016 0
Si 4.08 9.536 14.928 -0.007 -0.023 0.006
Si -9.528 -4.112 14.914 -0.016 0.024 -0.01
Si -6.756 -1.3 14.958 -0.004 0.012 -0.005
Si -4.084 1.388 15.061 0.004 0.007 0.012
Si -6.763 4.069 15.024 0.003 0.014 0.014
Si -4.127 6.757 14.983 -0.016 -0.006 0.016
Si -6.809 9.52 14.935 -0.028 0.031 -0.008
Si -4.073 -4.047 14.966 0.012 -0.006 0.014
Si -0.025 0.003 16.408 0.007 0.001 0.016
Si 2.698 2.704 16.142 -0.022 -0.009 -0.038
Si 0.007 5.435 16.255 -0.004 0.001 -0.013
Si 2.694 8.178 16.25 -0.02 0.028 -0.024
Si 0.011 -5.459 16.354 0.004 0.001 -0.003
Si 2.683 -2.696 16.246 -0.018 0.046 -0.018
Si 5.45 -0.008 16.284 0.01 -0.015 -0.016
Si -8.089 2.674 16.377 0.037 -0.085 0.009
Si 5.454 5.447 16.361 -0.022 0.009 0.083
Si -8.119 8.115 16.296 0.017 -0.016 -0.017
Si 5.468 10.839 16.313 0.009 -0.011 0.049
Si -8.17 -2.689 16.183 -0.014 -0.028 -0.021
Si -5.455 0.042 16.435 -0.042 -0.009 0.008
Si -2.727 2.736 16.466 0.02 0.015 0.013
Si -5.448 5.417 16.459 0.003 -0.004 0.023
Si -2.753 -8.14 16.223 -0.005 0.026 -0.001
Si -5.49 -5.39 16.275 0.008 0.028 0.001
Si -2.69 -2.724 16.358 0.018 -0.02 -0.013
Si -1.353 1.374 17.848 -0.009 -0.003 0.009
Si 1.402 4.034 17.53 -0.01 0.022 0.001
Si -1.359 6.848 17.535 0.053 0.037 -0.006
Si 1.378 -6.848 17.708 -0.007 -0.001 -0.017
Si -1.348 -4.112 17.731 -0.009 0.031 -0.031
Si 1.351 -1.413 17.716 -0.009 -0.046 0.003
Si 4.024 1.394 17.512 -0.023 -0.02 0.014
Si -9.461 4.034 17.672 0 -0.001 0.021
Si 4.052 6.902 17.635 0.003 -0.024 0.025
Si -9.487 9.399 17.661 -0.035 -0.011 0.025
Si 4.068 -4.037 17.54 0.001 0.024 0.026
Si 6.821 -1.416 17.593 0.005 -0.001 -0.002
Si -6.798 1.367 17.92 -0.015 0.012 0.009
Si -4.08 4.088 17.893 -0.007 -0.008 -0.005
Si -6.829 6.817 17.798 -0.005 0.009 -0.025
Si -4.136 -6.793 17.557 0.007 -0.005 -0.029
Si -6.879 -3.994 17.593 0.035 0.018 0.02
Si -4.022 -1.321 17.704 -0.002 0 0.018
Si -2.751 -0.001 19.232 -0.026 0.041 0.022
Si 0.132 2.791 19.063 -0.036 0.005 0.038
Si -2.619 5.583 19.043 -0.02 -0.01 0.039
Si -0.057 8.112 19.024 -0.037 0.003 0.034
Si -2.751 -5.556 18.963 -0.03 0.086 0.044
Si 0.021 -2.786 19.129 -0.012 -0.027 0.055
Si 2.776 0.007 18.936 0 0.064 0.012
Si 5.337 2.741 18.903 -0.053 -0.015 -0.073
Si 2.706 5.441 18.856 0.005 -0.02 -0.027
Si 5.427 8.12 19.137 0.032 0.005 0.026
Si 2.845 -5.46 18.916 0 -0.061 -0.018
Si 5.46 -2.771 18.932 0.03 -0.025 -0.042
Si -8.354 -0.03 19.106 0.058 -0.018 0.071
Si -5.425 2.741 19.383 0.009 0.006 0.054
Si -6.85 4.245 20.606 0.146 -0.055 -0.771
Si -5.368 -8.113 19.067 0.022 -0.041 0.068
Si -8.169 -5.441 18.912 0.035 -0.022 0.025
Si -5.401 -2.734 18.933 0.135 -0.317 -0.409
Si -1.32 -1.366 20.491 0.058 -0.018 0.011
Si 1.661 1.503 20.34 -0.019 0.083 -0.061
Si -0.795 4.653 20.215 0.201 0.027 -0.575
Si 0.948 6.288 20.138 0.024 0.001 0.023
Si -1.799 -7.226 20.308 0.038 -0.056 0.028
Si 1.442 -4.306 20.333 -0.12 0.164 -0.692
Si 4.538 -0.976 20.14 -0.082 -0.037 0.041
Si -10.249 0.874 20.107 0.078 0.011 0.037
Si 4.341 4.443 20.195 0.026 0.072 0.051
Si 4.649 -6.222 20.24 0.157 0.04 -0.428
Si -2.471 -1.971 -7.762 0.014 0.114 -0.008
Si -6.56 -6.48 20.264 -0.088 -0.133 -0.791
Si -7.363 -1.27 20.819 -0.348 0.312 -0.637
Si -3.935 1.417 20.785 -0.213 -0.005 -0.778
Si -8.25 5.448 19.139 0 0.054 0.076
Si -3.551 7.349 20.36 0.23 0.182 -0.617
Si 6.38 -4.577 20.169 -0.007 0.043 0.048
Si -4.343 -4.345 20.198 0.241 -0.077 -0.677
Si 1.489 -3.841 25.153 0.008 0.043 -0.026
Si -10.157 6.196 20.396 -0.065 -0.061 0.013
Si 0.325 -0.017 21.557 -0.172 0.167 -0.645
Si 2.458 -6.704 25.281 -0.039 -0.011 -0.124
Si 4.732 -1.47 22.445 -0.082 0.346 -0.662
Si 0.043 0.55 24.5 0.117 0.046 -0.035
Si -10.02 7.09 -6.91 -0.003 -0.031 0.085
Si -0.796 -5.755 21.868 -0.274 -0.448 -0.458
Si -3.253 -2.59 24.885 0.124 -0.076 -0.023
Si -5.627 4.291 -7.556 -0.006 0.005 0.049
Si -7.535 8.149 -5.408 0.001 0.016 0.022
Si -9.254 -3.499 22.115 -0.189 -0.457 -0.639
Si -10.57 1.247 22.365 -0.01 -0.254 -0.815
Si -6.019 0.571 22.909 0.038 -0.052 -0.168
Si 4.26 -3.959 -4.878 0.059 0.049 -0.053
Si -4.778 5.661 22.646 -0.004 0.06 -0.163
Si 1.834 6.961 22.164 -0.284 -0.412 -0.635
Si -3.693 -6.748 -9.036 0.007 -0.009 0.046
Si 2.059 -2.493 22.602 0.092 -0.13 -0.031
Si 3.582 7.921 -6.418 0.075 0.007 -0.049
Si -3.311 -4.839 -6.616 0.018 0.053 -0.035
Si -9.796 4.453 -5.488 -0.039 0.025 0.003
Si -6.956 -2.008 -8.872 -0.068 0.105 0.057
Si -7.35 1.859 -2.765 -0.165 0.112 0.166
Si -1.924 0.699 -6.491 0.145 -0.097 -0.094
Si -3.819 1.948 -8.421 0.048 0.077 -0.006
Si -8.194 -5.233 24.57 -0.099 0.078 -0.08
Si 3.207 2.906 21.635 0.042 0.12 -0.714
Si -5.959 -3.527 -6.553 0.009 -0.01 0.133
Si -7.489 -7.646 23.03 0.007 -0.033 -0.103
Si -8.903 -0.254 -3.994 -0.106 0.01 -0.019
Si 2.988 -5.451 -7.088 0.092 0.088 0.019
Si -0.056 -7.675 23.962 0.038 0.001 0
Si -2.35 -2.939 21.957 0.214 0.425 -0.364
Si 4.139 -7.613 22.753 -0.019 0.122 -0.119
Si -2.407 3.582 22.526 0.058 0.024 -0.123
Si -5.421 -2.039 -3.936 0.021 0.055 0.104
Si -9.437 4.586 24.76 -0.116 -0.011 -0.071
Si -0.605 2.007 -4.191 0.024 0.11 0.053
Si 2.996 5.673 -8.611 -0.005 0.015 -0.104
Si 2 4.484 23.96 -0.004 -0.068 -0.011
Si -9.767 6.791 22.651 -0.146 -0.212 -0.71
Si -1.315 -7.212 -1.815 -0.127 -0.019 0.109
Si -10.708 -4.193 -7.481 -0.025 0.071 0.05
Si -5.266 7.692 24.783 -0.074 -0.122 0.069
Si -8.361 0.203 -7.064 0.001 0.019 -0.048
Si 2.446 6.328 -4.163 0.083 -0.058 0.016
Si -0.58 3.359 25.002 -0.016 -0.026 -0.194
Si -3.841 6.752 -7.701 0.004 0.002 -0.052
Si 0.558 0.992 -8.406 -0.126 0.015 -0.006
Si -10.322 2.213 -7.52 0.01 0.06 -0.025
Si -7.745 2.581 -8.71 -0.062 -0.076 -0.012
Si -8.006 2.799 22.93 -0.096 -0.072 -0.201
Si 2.968 2.765 -7.429 -0.001 0.087 0.109
Si -1.349 1.361 6.795 0.011 -0.005 -0.003
Si 1.376 4.054 6.801 0.005 -0.003 0.007
Si -1.361 6.781 6.809 -0.004 -0.004 0.006
Si 1.364 9.515 6.812 0.01 0.004 -0.005
Si -1.358 -4.076 6.815 0.01 -0.001 -0.001
Si 1.376 -1.367 6.804 -0.006 -0.013 -0.004
Si 4.08 1.345 6.798 0.009 0.021 0.005
Si -9.503 4.089 6.796 -0.007 -0.003 0.002
Si 4.097 6.792 6.796 -0.009 0.012 0
Si 6.791 -6.794 6.785 -0.002 -0.007 -0.013
Si 4.092 -4.071 6.798 -0.012 0 -0.007
Si 6.779 -1.358 6.797 0.009 0 0.011
Si -6.797 1.385 6.797 -0.007 0.002 0.007
Si -4.085 4.092 6.788 -0.001 0.002 -0.006
Si -6.803 6.795 6.802 -0.004 0.014 -0.003
Si -4.084 -6.811 6.842 -0.018 0.001 0.006
Si -6.827 -4.068 6.819 0.005 -0.001 -0.001
Si -4.079 -1.341 6.796 0.007 0.002 -0.005
Si -2.711 0.004 8.155 0.011 -0.009 0.004
Si 0.001 2.717 8.167 -0.012 0.017 0.004
Si -2.73 5.437 8.169 -0.005 0.014 0.013
Si 0.004 8.145 8.165 0.013 -0.001 -0.002
Si -2.725 -5.429 8.177 -0.013 0.01 -0.005
Si 0.011 -2.722 8.162 0.015 -0.013 0.009
Si 2.718 0.002 8.17 -0.003 -0.001 -0.006
Si -10.867 2.711 8.149 0.007 -0.009 0
Si 2.735 5.425 8.154 0.021 -0.013 0.002
Si 5.44 -8.154 8.153 -0.02 0.013 0.007
Si 2.719 -5.428 8.151 -0.016 0.014 0.01
Si 5.447 -2.722 8.172 0.011 -0.016 -0.002
Si -8.168 0.014 8.145 -0.014 0.004 -0.005
Si -5.431 2.729 8.155 0.002 -0.009 -0.003
Si -8.161 5.446 8.163 -0.007 0.015 0.005
Si -5.442 8.14 8.181 0.026 -0.018 0.008
Si -8.169 -5.448 8.168 0.005 -0.008 0
Si -5.448 -2.701 8.157 -0.015 0.004 -0.001
Si -1.356 -1.357 9.511 0.003 -0.01 -0.008
Si 1.356 1.357 9.533 0 -0.01 0.002
Si -1.363 4.076 9.524 0.006 -0.009 0.002
Si 1.364 6.782 9.519 0 0.002 0.006
Si -1.36 9.515 9.522 0.002 -0.002 0.004
Si 1.36 -4.083 9.518 -0.004 0.001 0.004
Si 4.085 -1.355 9.523 -0.014 -0.006 0.008
Si -9.515 1.36 9.525 0.004 0.001 0.006
Si -12.227 4.071 9.518 -0.002 0.008 0
Si 6.8 -9.516 9.514 0.007 -0.002 -0.003
Si 4.076 -6.794 9.505 0.005 0.006 -0.008
Si 6.804 -4.083 9.531 -0.006 -0.003 0.007
Si -6.803 -1.34 9.517 0.006 0.002 0
Si -4.076 1.365 9.509 0.003 0.01 -0.005
Si -6.793 4.085 9.513 -0.004 0.007 0.001
Si -4.082 6.79 9.541 -0.014 0.006 0.005
Si -6.8 9.516 9.529 -0.002 -0.003 0.002
Si -4.09 -4.065 9.526 0.007 -0.002 0.005
Si -0.014 -0.001 10.888 -0.008 -0.016 0.007
Si 2.724 2.72 10.885 0.008 0.005 -0.003
Si -0.005 5.433 10.89 -0.009 -0.002 0.004
Si 2.724 8.16 10.861 0.007 0.021 -0.004
Si -0.004 10.884 10.878 0.018 0.005 -0.002
Si 2.716 -2.719 10.865 -0.01 -0.009 -0.006
Si 5.445 0.003 10.891 -0.001 -0.005 0.005
Si -8.141 2.721 10.872 0.004 0.005 -0.003
Si -10.863 5.434 10.877 0.001 0.009 -0.004
Si 8.16 -8.172 10.881 -0.015 -0.007 -0.001
Si 5.433 -5.445 10.875 -0.01 -0.009 -0.002
Si 8.169 -2.713 10.879 -0.003 -0.008 -0.007
Si -5.433 0.017 10.88 0 0.008 -0.008
Si -2.728 2.714 10.879 -0.006 -0.009 -0.006
Si -5.443 5.43 10.894 0.013 0 0.004
Si -2.721 8.157 10.889 -0.004 -0.007 -0.001
Si -5.438 -5.437 10.89 -0.005 0.002 -0.001
Si -2.724 -2.699 10.876 0.014 0.011 -0.008
O -2.846 -3.112 -1.179 -0.004 0.155 -0.627
O -0.336 -0.359 -1.512 -0.241 -0.136 -0.228
O -8.223 7.239 22.913 0.471 -0.306 0.183
O -1.299 2.803 -2.968 0.465 0.332 0.433
O 0.298 3.049 -5.04 -0.321 0.156 -0.66
O 4.32 -6.273 21.868 -0.258 0.288 0.181
O -0.138 8.082 -1.489 -0.091 -0.138 0.507
O -0.877 -5.849 -1.052 -0.091 0.336 -0.088
O 1.19 -4.231 -0.47 -0.337 -0.037 -0.295
O 3.135 -2.828 -1.433 0.24 -0.092 -0.174
O 3.224 7.736 21.825 0.055 0.043 -0.18
O 4.033 -6.931 -0.443 0.175 -0.193 -0.564
O -10.605 -5.023 -1.29 0.273 0.66 -0.055
O -7.745 -6.613 -5.765 0.002 0.167 0.352
O -5.082 -0.396 -1.206 0.166 -0.135 -0.135
O -4.984 -0.478 -3.746 0.195 0.115 -0.617
O -5.127 5.69 -1.451 -0.385 0.271 -0.465
O -8.499 7.855 -1.332 0.009 -0.306 -0.003
O -6.764 -6.611 -0.5 0.07 0.073 -0.296
O 0.279 5.517 -1.186 0.288 -0.282 -0.52
O -10.284 7.013 -3.099 -0.099 0.106 -0.493
O -5.461 -5.389 20.806 0.139 -0.069 0.673
O -7.089 -0.294 22.077 -0.338 0.069 0.28
O -7.383 -7.034 21.548 -0.499 0.106 0.132
O -5.982 -1.756 20.139 0.375 0.112 0.091
O -10.541 4.569 -4.057 -0.138 -0.296 0.08
O -2.822 2.372 21.524 0.466 -0.155 -0.159
O 2.631 4.218 -8.037 -0.452 -0.023 0.078
O 1.153 -3.294 23.666 -0.369 -0.202 -0.046
O -1.242 4.425 21.786 0.175 0.043 0.096
O -0.696 -6.3 23.395 -0.438 0.322 0.639
O -4.031 6.884 21.869 -0.114 0.079 0.238
O 1.685 -1.28 -2.962 -0.078 -0.183 -0.137
O -8.666 -4.189 23.45 0.012 0.069 0.201
O -10.493 -2.628 22.649 0.029 -0.165 0.545
O -6.579 2.077 23.086 0.46 0.316 0.044
O 2.282 7.371 -1.02 0.353 -0.087 -0.2
O -7.418 -4.212 -6.496 -0.323 0.127 0.327
O 0.864 -0.576 -8.606 0.324 -0.15 0.528
O 2.178 3.193 -3.222 -0.381 0.173 -0.023
O 0.384 0.819 -3.746 0.252 -0.167 -0.577
O 4.414 2.184 22.476 -0.165 0.185 0.736
O 1.319 -0.391 24.81 0.255 -0.177 -0.61
O -4.263 6.422 -3.832 0.444 0.083 -0.024
O -1.197 -2.226 -8.703 -0.096 -0.237 0.015
O 4.216 -0.758 -2.521 0.172 -0.13 0.244
O -8.22 4.777 -5.295 0.178 0.384 0.021
O -3.239 -5.266 -2.764 -0.008 -0.257 0.129
O 4.275 1.893 -2.437 0.276 0.272 -0.165
O 0.248 1.987 25.203 0.383 0.048 0.207
O -3.68 3.977 -2.859 0.253 0.1 -0.31
O 0.743 8.011 22.723 -0.24 0.127 -0.291
O 5.191 8.026 -6.175 0.265 0.307 0.341
O -6.781 -2.498 -3.221 0.137 -0.235 0.086
O -8.165 2.586 -1.566 0.1 0.337 -0.315
O 0.967 -7.323 25.157 -0.129 0.129 0.723
O -6.998 3.971 -8.35 -0.359 0.421 -0.287
O -10.202 7.365 -8.486 0.122 0.693 -0.022
O 4.447 2.327 -7.886 0.026 -0.171 -0.429
O -2.524 -5.358 -5.306 0.452 0.069 -0.059
O -4.891 0.91 -9.007 -0.414 0.092 -0.36
O -10.222 0.617 -3.668 -0.05 0.198 -0.601
O -4.651 0.617 22.039 0.016 -0.531 0.174
O -8.793 -4.322 -3.105 0.232 -0.268 -0.528
O 0.492 4.465 24.53 -0.141 0.381 0
O -2.109 -0.906 -6.59 0.087 -0.282 0.487
O -10.367 5.547 -6.538 -0.478 -0.119 -0.313
O 2.469 -5.108 25.062 0.532 0.098 0.007
O -2.68 -7.88 -1.235 -0.213 -0.174 -0.35
O 1.304 -1.226 22.008 0.109 -0.084 0.286
O 1.92 1.697 -7.99 0.178 -0.247 -0.277
O -8.402 -6.715 23.972 -0.608 0.041 0.129
O -5.995 5.129 21.702 0.077 0.299 -0.034
O -7.334 -6.334 -8.348 0.051 -0.148 0.035
O 5.289 -3.476 -6.051 0.34 0.653 -0.044
O -7.805 0.311 -2.935 0.141 -0.412 0.146
O 2.246 5.957 23.368 0.461 0.058 0.266
O -0.171 0.731 22.916 -0.42 0.286 0.074
O -8.507 7.384 -6.453 0.337 -0.535 -0.303
O 5.046 -4.89 -3.831 -0.205 -0.256 -0.053
O -2.815 -3.379 -7.07 0.136 0.007 -0.262
O -3.808 -3.432 21.445 -0.321 0.015 0.425
O 2.861 7.613 -5.02 -0.075 0.486 0.31
O -8.116 -2.553 21.441 -0.043 -0.177 0.191
O -9.896 0.645 -7.382 -0.464 -0.687 0.064
O -4.308 -2.999 -3.288 0.362 0.171 -0.576
O 5.339 -0.129 23.131 0.007 0.183 0.924
O -9.271 1.828 23.111 0.087 -0.244 0.694
O 3.432 -1.981 23.27 0.033 0.012 0.434
O 2.123 3.438 22.731 -0.239 -0.19 0.03
O -8.371 -2.608 -1.209 -0.471 -0.209 -0.063
O 4.262 -4.949 -7.954 -0.054 -0.223 -0.379
O 1.89 1.038 -1.647 0.087 -0.216 0.352
O 3.093 -4.821 -5.601 -0.476 -0.17 0.224
O -7.5 2.579 -4.204 -0.309 -0.106 -0.48
O 3.244 6.718 -7.421 -0.033 -0.159 0.057
O -5.182 5.833 -7.731 -0.537 -0.006 -0.325
O 3.431 -7.34 24.164 0.284 -0.122 0.122
O -1.774 3.108 23.931 -0.414 -0.359 0.301
O -10.107 5.62 23.714 -0.482 -0.091 0.088
O 0.67 -5.473 21.198 0.047 -0.28 0.112
O 3.668 5.883 -3.212 -0.002 0.186 0.079
O -8.018 3.435 21.438 -0.563 -0.09 -0.141
O 5.424 5.078 -1.464 0.162 -0.142 -0.331
O -4.007 -7.305 -4.296 -0.309 0.148 -0.016
O -6.626 -5.005 24.863 0.171 -0.408 0.032
O -7.852 -1.086 -7.882 -0.049 -0.084 0.116
O -9.704 -6.782 -2.992 -0.193 -0.049 -0.149
O -0.599 1.153 -7.294 0.047 0.377 0.243
O -10.326 -3.082 -8.595 -0.048 0.309 0.26
O -4.703 -3.258 24.665 -0.189 -0.039 -0.517
O -4.896 -4.717 -6.314 -0.21 -0.36 0.273
O -9.555 -5.327 -7.331 -0.138 -0.478 -0.113
O -5.904 -0.015 24.412 0.233 -0.404 0.211
O 2.408 -3.475 21.362 0.52 0.133 0.133
O -7.447 1.474 -7.54 0.427 -0.122 -0.012
O 2.84 2.762 -5.809 0.523 -0.116 0.197
O -5.987 7.703 -5.496 -0.081 -0.26 -0.471
O 1.635 -4.978 -7.81 -0.523 0.085 0.171
O -5.643 -2.332 -5.511 -0.046 0.567 -0.423
O -4.01 8.03 -8.677 -0.348 -0.027 -0.166
O 3.576 -2.741 -4.084 -0.29 0.051 -0.036
O -3.341 1.285 -2.421 0.199 -0.298 0.134
O -8.306 -0.118 -5.482 0.46 -0.156 0.041
O -9.23 -1.791 -3.612 -0.24 -0.073 -0.012
O -10.743 8.035 23.004 0.216 0.343 0.333
O 2.003 5.08 -5.078 -0.351 0.276 -0.452
O -5.782 1.8 -2.418 0.079 0.316 0.386
O -1.773 1.268 -5.005 -0.384 -0.003 0.381
O -5.852 3.88 -6 0.336 0.069 0.285
O -7.938 7.845 -3.884 0.212 -0.165 0.348
O -10.03 2.988 -6.12 0.004 -0.205 0.661
O -2.566 5.89 -8.178 0.213 -0.075 0.342
O -3.649 -1.384 -8.69 -0.195 -0.145 0.244
O -6.178 4.691 -3.556 -0.423 0.004 0.162
O -3.727 4.452 22.841 -0.301 -0.32 0.583
O 1.166 6.731 -3.29 -0.543 0.062 -0.607
O -3.124 -5.944 -7.765 0.457 -0.289 0.248
O -3.259 1.412 -7.022 -0.44 0.186 0.714
O -3.545 7.253 -6.199 0.554 0.076 0.206
O -1.202 7.609 24.416 -0.235 -0.422 -0.055
O 3.096 4.141 25.077 -0.057 -0.091 0.162
O -4.451 3.398 -8.201 0.066 0.167 -0.243
O -10.607 3.524 25.119 0.13 -0.528 -0.27
O -8.146 3.916 24.068 0.663 0.049 0.126
O -9.355 2.84 -8.683 -0.243 0.451 -0.32
O -5.263 6.193 24.111 -0.035 -0.429 0.359
O -1.289 -0.112 25.087 -0.231 -0.62 -0.346
O -6.014 -7.733 23.667 0.429 0.245 -0.104
O -2.512 -2.393 23.468 0.033 0.34 0.225
O -5.9 -2.897 -8.032 0.228 0.163 -0.154
O -3.727 8.16 24.978 -0.073 0.463 -0.095
O -1.515 -6.986 -3.407 0.576 0.046 -0.471
O -1.457 -4.287 21.964 0.254 0.023 -0.156
O -5.092 -4.557 -1.155 -0.34 0.248 -0.245
O 2.983 -7.049 -7.025 -0.191 -0.044 -0.033

Results
total energy: -106917.368 eV
total energy less fixed offsets of O -438.25, Si -107.07 eV per atom: -5.168 eV
